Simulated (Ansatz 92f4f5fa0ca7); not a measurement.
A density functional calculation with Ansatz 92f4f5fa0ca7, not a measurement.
Periodic cell of 166 atoms, Si98O68, from a study of silicon, its oxide and their interface. The atomic structure is a simulated model.

Settings
functional: r2SCAN
potential files: Ansatz norm-conserving
basis: plane waves
wave-function cutoff: 1300 eV
density cutoff ratio: 4
exchange-correlation grid ratio: 1
k mesh: 2 x 2 x 1, shifted by 0.5 0.5 0.5 of a step
self-consistency stop: 5e-08 eV per atom in the density residual
occupations: Fermi-Dirac, 0.05 eV
spin: none
net charge: 0

Cell vectors (angstrom)
a  10.88  0  0
b  0  10.88  0
c  0  0  23.8483

Atoms: element, x, y, z (angstrom)
Si  6.4977  5.5223  -3.4095
Si  7.2688  2.6177  -2.532
Si  0.7681  2.6091  -0.7282
Si  2.8181  7.6744  -3.8089
Si  8.4382  2.8146  -0.4806
Si  13.0193  0.0152  -1.3257
Si  7.6244  6.8356  -0.8436
Si  4.4594  3.9472  1.0281
Si  1.0514  -0.924  0.5316
Si  8.3067  5.0223  0.5369
Si  5.5609  6.8421  0.3173
Si  5.0606  10.5867  2.0995
Si  7.5656  -0.085  0.6827
Si  12.1323  4.7241  -1.8232
Si  10.5703  6.7288  -0.1058
Si  12.0257  7.6761  1.4717
Si  -0.0962  2.6259  3.0945
Si  2.7969  0.3549  2.7882
Si  -0.2921  8.6654  3.0251
Si  2.4501  5.7331  2.644
Si  5.3124  2.6933  2.86
Si  8.7083  -0.5397  2.825
Si  5.3679  8.1442  2.4951
Si  8.486  4.9152  2.8806
Si  1.3232  4.1977  4.1198
Si  3.9163  1.642  4.404
Si  1.4231  9.7569  4.2654
Si  4.088  6.8394  4.0094
Si  6.7822  3.9376  4.2067
Si  9.509  1.1568  4.3805
Si  6.8569  9.4686  3.9716
Si  9.5939  6.7557  4.0388
Si  0.0638  0.032  5.8364
Si  2.572  2.9926  5.7065
Si  -0.01  5.4605  5.5343
Si  2.816  8.257  5.4422
Si  5.5234  0.1265  5.4427
Si  8.0672  2.5531  5.6911
Si  5.47  5.4492  5.464
Si  8.2778  8.1373  5.3351
Si  1.3186  1.5696  7.1411
Si  4.1901  4.1309  7.0153
Si  1.4778  6.7941  6.7682
Si  4.1524  9.7024  6.8035
Si  6.8009  1.2051  7.1954
Si  9.4589  4.0448  6.9035
Si  6.914  6.895  6.6588
Si  9.605  9.3048  7.0031
Si  -0.0504  3.008  8.5011
Si  3.173  0.5488  8.1712
Si  0.293  8.0115  8.3633
Si  2.9128  5.6425  8.2378
Si  4.9155  2.2001  8.2872
Si  7.8426  -0.6928  8.3032
Si  6.0149  8.7181  7.8178
Si  8.2376  5.6163  8.1114
Si  1.2824  4.6559  9.5599
Si  4.6  2.2755  11.3855
Si  3.5534  8.9019  11.774
Si  3.8713  6.8933  13.1499
Si  8.769  6.1385  10.6487
Si  9.8865  2.1217  10.5594
Si  5.3068  10.8795  13.1701
Si  5.0414  7.6728  9.5572
Si  -1.2575  -0.131  10.8904
Si  1.6698  3.2349  11.3904
Si  0.0689  6.6326  10.263
Si  1.8213  9.7778  10.3077
Si  3.7116  3.7512  16.9619
Si  11.0298  4.3984  13.5699
Si  7.2849  5.0911  13.8598
Si  6.5116  6.0294  10.0764
Si  -0.7862  1.2066  17.4389
Si  5.2534  4.9169  12.6892
Si  1.8076  0.2524  18.9678
Si  3.7968  -4.5278  21.7787
Si  9.2542  9.92  17.5189
Si  -3.7864  -1.3646  13.9162
Si  17.3228  7.2158  14.7523
Si  3.5562  1.6657  19.4141
Si  6.5092  -0.4236  16.8819
Si  -0.3437  9.591  14.7236
Si  4.3871  1.9692  22.2827
Si  5.9297  -5.1558  17.4294
Si  10.3201  -2.3757  20.1822
Si  9.9055  3.9684  17.1237
Si  0.925  7.1041  13.3007
Si  4.1227  -1.0259  18.3896
Si  12.0357  1.4619  25.2685
Si  8.9921  4.4077  12.2419
Si  11.3523  5.7833  19.3878
Si  0.7406  3.4303  15.6184
Si  1.5016  9.5256  20.6533
Si  7.645  -7.1159  15.7724
Si  9.1034  10.6223  13.2252
Si  16.7912  2.0966  15.5837
Si  9.2922  8.7834  22.9388
Si  10.5921  1.3538  15.1777
O  3.7247  0.5135  -1.1981
O  0.7847  4.5775  -3.3969
O  7.899  1.4651  0.2893
O  2.6314  -0.6596  -6.0359
O  -1.3685  3.6098  2.6383
O  -4.9122  10.3397  0.7244
O  4.6244  3.0543  -8.0249
O  6.9729  3.9545  -3.4382
O  5.5185  5.1877  0.6639
O  6.195  1.1707  -6.9279
O  5.8964  12.0385  2.4369
O  3.7143  2.4199  -2.9919
O  8.0415  9.6784  -0.3864
O  -0.1286  -4.8717  13.8641
O  -4.1343  5.0084  8.7573
O  -3.7361  -0.7055  15.431
O  0.2872  10.1513  10.7736
O  -5.5047  11.9767  14.3845
O  3.6765  6.8004  9.2297
O  -2.1877  3.0197  11.309
O  5.0566  16.4475  21.1517
O  0.3861  2.2224  11.492
O  5.6799  5.1524  11.1279
O  12.4456  -1.9412  8.9095
O  4.8835  3.337  12.588
O  0.765  7.2559  11.6706
O  8.4247  -0.7488  9.8979
O  5.1292  2.611  9.8897
O  1.5591  4.2142  12.6951
O  0.6547  -0.0052  15.0441
O  0.5854  -2.4187  14.0877
O  0.5898  1.0646  18.2893
O  -0.546  6.8874  20.0066
O  13.2712  6.6001  13.7578
O  2.8178  -5.7635  22.1677
O  6.3635  6.1295  18.9446
O  14.8083  10.0151  12.9722
O  4.355  5.2371  17.292
O  5.3515  0.888  11.7877
O  7.5011  -4.5086  21.3998
O  -1.0896  9.1625  16.1381
O  5.1502  -1.245  17.164
O  13.8509  13.1621  11.3958
O  -1.6471  8.9114  21.3047
O  6.3652  6.9351  16.4103
O  4.5846  -10.5591  19.2618
O  1.2477  -9.5113  22.1193
O  10.5991  -5.7541  18.0959
O  14.6651  -8.0295  18.3152
O  9.3717  1.2396  14.0551
O  11.41  -4.7503  22.4748
O  9.4189  2.6233  18.0012
O  3.0457  -6.2066  25.3261
O  13.59  0.1521  9.7249
O  5.9674  1.8395  21.9339
O  15.0813  2.9733  23.5608
O  4.8132  19.7243  10.6786
O  4.06  -2.4514  19.211
O  9.9445  9.1197  18.7346
O  20.8932  -8.2638  23.0456
O  4.8297  7.4091  14.4049
O  10.5596  9.6917  23.4628
O  9.9631  5.3506  24.3921
O  13.0836  3.7871  16.3506
O  4.2864  7.1823  23.1154
O  7.6668  -0.9316  17.8959
O  12.7602  6.6238  19.1142
O  6.8057  4.4113  17.0501

Results
free energy: -43070.312 eV
free energy less fixed offsets of O -463.61, Si -117.95 eV per atom: 14.268 eV
pressure: -1.54 GPa
stress xx, yy, zz, yz, xz, xy (GPa, positive in tension): 0.5, 2.44, 1.68, 0.9, 1.77, -0.05

Forces (eV/angstrom), in the order of the atoms: element, x, y, z
Si  -0.0531  0.2642  0.231
Si  -0.0842  0.1901  -0.2468
Si  -0.1398  -0.4849  -0.2648
Si  0.1656  0.4763  -0.134
Si  0.0958  -0.5372  0.249
Si  0.1048  -0.2933  -0.3917
Si  -0.4453  -0.1783  -0.485
Si  -0.1316  0.3033  -0.4501
Si  -0.2151  0.4865  -0.512
Si  0.1125  -0.0002  -0.0801
Si  -0.2598  0.35  -0.3133
Si  -0.1321  0.0436  -0.5895
Si  0.4508  -0.2266  0.5563
Si  0.1473  0.1152  -0.1147
Si  0.7664  0.1571  -0.1305
Si  0.1684  0.1468  -0.0043
Si  -0.3912  0.4495  -0.1547
Si  -0.1792  -0.03  0.0878
Si  -0.3025  -0.2604  0.1514
Si  0.1234  -0.001  -0.013
Si  0.1262  -0.7116  0.3417
Si  -0.0821  0.2965  -0.4302
Si  0.122  0.3661  0.4055
Si  -0.0274  -0.4214  0.0576
Si  -0.0451  -0.0554  0.0606
Si  0.2622  -0.0061  -0.0135
Si  0.1097  -0.0075  -0.2122
Si  0.0753  0.0751  0.074
Si  0.3424  0.0869  0.0986
Si  -0.0696  -0.2378  0.0091
Si  0.2857  -0.5385  0.4361
Si  -0.1046  0.0602  -0.0206
Si  0.1643  -0.0193  0.1885
Si  0.0743  0.0974  0.1547
Si  -0.1839  -0.0604  0.0907
Si  -0.1596  -0.0728  0.1535
Si  -0.1767  -0.0322  -0.2749
Si  0.0101  0.0821  -0.0495
Si  -0.1565  -0.1247  0.0223
Si  -0.2122  -0.0719  0.216
Si  -0.2171  0.1803  -0.1093
Si  0.0595  -0.1529  -0.0901
Si  0.0528  0.0934  -0.1551
Si  -0.0675  -0.0087  -0.2368
Si  0.045  0.0725  -0.2366
Si  0.3345  0.1469  -0.2192
Si  0.2823  0.5046  -0.15
Si  0.103  -0.1277  -0.1641
Si  -0.1349  0.0051  -0.2941
Si  -0.1283  -0.1524  0.1581
Si  0.2668  0.1727  -0.4598
Si  0.3065  0.6123  0.5182
Si  0.2731  0.4896  0.4464
Si  0.2437  -0.0993  0.2745
Si  -0.2121  -0.1829  -0.0765
Si  -0.7495  -0.6668  0.7691
Si  -0.2318  -0.2169  0.2242
Si  0.1111  -0.0626  0.2157
Si  0.4464  0.3114  0.7561
Si  0.1809  -0.1865  0.372
Si  0.2706  0.122  -0.5509
Si  0.0439  0.7014  0.1849
Si  0.0935  0.0542  -0.1054
Si  0.1712  0.2407  -0.3544
Si  -0.3185  -0.1691  -0.0092
Si  0.2163  0.0139  -0.0852
Si  -0.1004  0.1289  0.6072
Si  -0.1714  0.1192  -0.4506
Si  0.1699  -0.0079  0.0042
Si  -0.2416  0.4789  0.1559
Si  0.0884  0.3722  0.1399
Si  -0.0352  -0.9396  -0.1973
Si  -1.0386  -0.2635  0.1449
Si  0.2329  -0.1986  -0.426
Si  -0.102  -0.1292  -0.3429
Si  -0.1683  0.2372  -0.401
Si  0.2973  0.0524  0.626
Si  -0.1832  0.2954  0.2049
Si  -0.0769  -0.0838  0.1904
Si  0.112  -0.12  -0.1845
Si  0.1135  -0.0344  -0.291
Si  0.355  -0.0028  0.1147
Si  -0.331  -0.3866  -0.3841
Si  0.0994  -0.2154  -0.4123
Si  0.1567  0.5422  -0.2419
Si  0.2427  -0.5351  -0.194
Si  -0.5407  -0.0529  0.1909
Si  -0.1372  -0.265  -0.164
Si  -0.3025  -0.4957  0.3561
Si  -0.4624  -0.6562  -0.3413
Si  0.0777  0.4254  -0.0634
Si  0.3397  0.237  0.0302
Si  -0.0728  -0.149  0.2287
Si  -0.0132  0.5897  0.066
Si  0.0209  -0.4932  0.3227
Si  -0.0542  -0.689  -0.0944
Si  -0.1305  -0.5415  -0.0588
Si  0.9137  0.2014  0.5998
O  -0.2306  0.3375  -0.0582
O  0.0749  0.156  0.0456
O  -0.1847  0.2232  -0.25
O  0.1042  0.252  0.4121
O  0.1907  0.1326  -0.0376
O  -0.0137  0.5011  0.1241
O  0.0399  0.0637  0.0562
O  -0.0903  -0.3005  0.3831
O  -0.8674  -0.2398  0.1062
O  -0.0389  -0.0823  -0.11
O  -0.3314  0.2502  -0.1189
O  0.3166  -0.0269  0.5066
O  0.1504  0.5098  0.0327
O  0.4095  0.2349  -0.4416
O  0.2084  0.3218  0.6478
O  -0.068  0.0158  0.5362
O  -0.1916  0.0114  -0.1496
O  0.0809  0.1541  0.1786
O  -0.147  -0.3288  -0.451
O  0.6111  -0.2193  0.1824
O  0.3454  -0.2044  -0.1214
O  -0.1265  0.2071  -0.1666
O  0.1552  -0.0239  0.2115
O  0.0865  0.2669  0.4496
O  -0.0978  -0.0881  -0.0861
O  0.2851  -0.0439  0.0408
O  0.3286  0.2053  -0.1783
O  -0.1756  -0.0976  -0.3052
O  -0.2949  -0.2535  0.1441
O  -0.484  0.0115  -0.1528
O  0.3935  -0.4503  -0.2483
O  0.2022  0.0395  -0.2167
O  0.0824  -0.1484  -0.064
O  -0.2412  0.2692  -0.0505
O  -0.0863  -0.1214  0.1523
O  -0.0576  -0.1982  0.0264
O  -0.4332  -0.3152  -0.5448
O  0.1618  -0.0989  0.0017
O  -0.2461  0.282  0.0572
O  -0.1906  -0.2707  -0.1376
O  -0.1669  0.2672  -0.0625
O  0.0669  0.1531  0.2319
O  -0.0491  -0.0074  -0.1049
O  -0.0844  -0.2762  0.369
O  -0.0317  -0.0055  -0.4487
O  -0.1435  0.0681  0.0101
O  0.1996  0.3171  0.3577
O  -0.4066  -0.2794  -0.112
O  -0.0414  -0.0631  -0.0634
O  -0.2777  -0.1319  -0.5447
O  -0.151  -0.2281  0.0878
O  0.342  0.0819  0.0754
O  0.2926  0.2453  -0.0295
O  0.036  -0.0937  -0.1276
O  0.0042  0.303  -0.0553
O  0.1195  0.2284  0.0221
O  -0.754  -0.1617  0.4549
O  -0.1854  0.0045  -0.1824
O  -0.0116  -0.3495  0.1499
O  0.0234  0.1636  0.2
O  0.2723  -0.244  -0.5049
O  0.4548  0.2571  0.3588
O  0.3789  0.3874  -0.1233
O  -0.0519  0.0346  -0.173
O  0.251  -0.4074  0.5294
O  -0.2441  -0.0812  -0.3325
O  -0.0787  -0.2061  0.2244
O  -0.0415  0.3116  0.3326

The program warned: the forces do not sum to zero within the program's tolerance.
